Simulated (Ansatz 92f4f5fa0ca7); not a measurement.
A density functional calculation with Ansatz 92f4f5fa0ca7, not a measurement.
Periodic cell of 424 atoms, Si264O160, from a study of silicon, its oxide and their interface. The atomic structure is a simulated model.
Doubt: the cutoff is far below the 930 eV that the study's wrapper takes by default for these files, so forces and energies are approximate.
This geometry differs little from another in the collection (a relaxation step or a small displacement).

Settings: functional PBE; potential files Ansatz PAW; basis plane waves; wave-function cutoff 580 eV; density cutoff ratio 5; exchange-correlation grid ratio 1; k mesh 1 x 1 x 1, Gamma-centred; self-consistency stop 5e-08 eV per atom in the density residual; occupations fixed; spin none; net charge 0.

Cell vectors (angstrom)
a 15.4687 0 0
b 0 12.8259 0
c 0 0 37.3413

Atoms and the computed forces on them: element, x, y, z (angstrom), force x, y, z (eV/angstrom)
Si -0.036 1.172 34.656 -0.014 -0.003 0.002
Si 3.852 1.171 34.654 0.016 -0.001 0.006
Si 7.74 1.17 34.657 -0.006 0.003 0.014
Si 11.605 1.178 34.632 0.006 0.007 0.003
Si 1.968 7.57 34.705 0.006 0.004 0
Si 5.892 7.577 34.687 0.002 -0.007 0.004
Si 9.702 7.558 34.647 -0.007 0.012 0
Si 13.523 7.58 34.679 -0.007 0.016 -0.002
Si 1.934 5.247 35.074 -0.208 -0.11 -0.199
Si 5.801 5.247 35.074 0.131 0.086 0.554
Si 9.668 5.247 35.074 -0.027 -0.159 -0.332
Si 13.535 5.247 35.074 -0.087 -0.03 0.031
Si 0 11.66 35.074 -0.112 0.137 0.015
Si 3.867 11.66 35.074 0.107 0.033 0.132
Si 7.734 11.66 35.074 0.228 -0.046 -0.263
Si 11.602 11.66 35.074 -0.212 0.131 -0.027
Si 0 4.664 36.311 0.016 -0.002 -0.01
Si 3.867 4.664 36.311 0.044 0.017 -0.034
Si 7.734 4.664 36.311 -0.059 -0.04 0.005
Si 11.602 4.664 36.311 0.028 -0.066 -0.045
Si 1.934 11.077 36.311 0.01 -0.008 -0.043
Si 5.801 11.077 36.311 -0.049 0.012 -0.024
Si 9.668 11.077 36.311 0.016 0.089 0.06
Si 13.535 11.077 36.311 0.04 -0.01 -0.042
Si 0 2.332 36.723 -0.14 0.009 -0.021
Si 3.867 2.332 36.723 0.029 -0.017 -0.01
Si 7.734 2.332 36.723 0.053 0.017 0.006
Si 11.602 2.332 36.723 0.023 -0.014 -0.131
Si 1.934 8.745 36.723 0.087 0.075 0.288
Si 5.801 8.745 36.723 0.205 0.034 0.161
Si 9.668 8.745 36.723 0.065 -0.045 -0.16
Si 13.535 8.745 36.723 -0.092 0.042 0.14
Si 1.934 1.749 0.619 -0.025 -0.04 -0.048
Si 5.801 1.749 0.619 -0.018 -0.02 -0.021
Si 9.668 1.749 0.619 -0.033 -0.029 -0.01
Si 13.535 1.749 0.619 0.04 0.016 -0.01
Si 0 8.162 0.619 0.011 -0.019 -0.01
Si 3.867 8.162 0.619 -0.016 -0.002 -0.008
Si 7.734 8.162 0.619 -0.039 0.039 0.022
Si 11.602 8.162 0.619 -0.037 0.03 0.012
Si 0 5.83 1.031 -0.016 0.022 0.043
Si 3.867 5.83 1.031 -0.054 -0.024 -0.008
Si 7.734 5.83 1.031 0.061 0.012 0.027
Si 11.602 5.83 1.031 -0.047 0 -0.01
Si 1.934 12.243 1.031 0.001 0.005 0.022
Si 5.801 12.243 1.031 0.056 0.001 0.015
Si 9.668 12.243 1.031 -0.016 -0.023 0.015
Si 13.535 12.243 1.031 -0.038 -0.014 -0.005
Si 1.934 5.247 2.268 0.11 0.025 0.065
Si 5.801 5.247 2.268 -0.115 -0.009 0.043
Si 9.668 5.247 2.268 0 -0.023 -0.084
Si 13.535 5.247 2.268 -0.034 0.027 -0.005
Si 0 11.66 2.268 -0.04 -0.021 -0.006
Si 3.867 11.66 2.268 -0.008 -0.009 -0.062
Si 7.734 11.66 2.268 0.016 0.03 0.033
Si 11.602 11.66 2.268 0.068 -0.023 -0.13
Si 1.934 2.915 2.68 0.027 0.09 0.095
Si 5.801 2.915 2.68 0.035 0.006 0.006
Si 9.668 2.915 2.68 0.023 0.03 0.01
Si 13.535 2.915 2.68 -0.041 -0.047 -0.01
Si 0 9.328 2.68 -0.013 0.026 0.038
Si 3.867 9.328 2.68 0.026 0.022 0.055
Si 7.734 9.328 2.68 0.041 -0.031 0.009
Si 11.602 9.328 2.68 0.023 -0.029 -0.01
Si -0.383 -1.495 26.735 0.005 0.021 0.019
Si 6.695 2.597 25.64 -0.018 -0.023 0.001
Si 7.892 0.797 27.842 0.032 0.043 -0.052
Si 10.991 0.79 27.769 -0.033 -0.02 -0.074
Si 2.269 6.585 28.538 -0.067 -0.1 -0.082
Si 5.307 6.916 27.936 -0.013 0 0.046
Si 9.603 6.512 28.024 0.06 -0.08 0.037
Si 14.734 6.48 28.324 0.055 -0.007 0.006
Si 2.891 3.522 28.405 0.049 0.072 -0.023
Si 7.278 4.465 27.925 0.016 0.078 -0.103
Si 11.556 4.669 26.824 0.03 -0.021 -0.006
Si 15.515 2.265 28.561 -0.015 0.019 0.018
Si 0.035 11.105 29.034 0.004 0.006 -0.057
Si 3.578 11.247 28.415 0.014 0.012 -0.037
Si 7.86 10.452 28.262 -0.132 -0.072 0.3
Si 11.268 10.443 27.777 -0.016 0 0.027
Si -0.863 4.241 29.466 0.004 0 -0.017
Si 4.424 3.168 30.088 -0.118 -0.043 -0.041
Si 6.798 3.418 29.93 0.061 -0.046 0.014
Si 12.269 3.587 29.726 0.011 -0.017 0
Si 2.007 10.146 29.792 0.01 -0.038 0.005
Si 6.045 9.941 29.7 0.117 0.007 -0.035
Si 9.758 9.88 29.507 0.039 0.006 -0.057
Si 13.681 9.949 29.765 -0.03 -0.047 -0.003
Si -0.019 0.464 30.052 0.001 -0.008 0.011
Si 3.869 0.886 30.319 0.195 -0.055 0.211
Si 7.624 1.261 30.135 -0.004 0.008 -0.029
Si 11.628 1.309 30.026 0.003 0.003 0.015
Si 2.103 7.841 30.425 0.019 0.017 0.031
Si 5.845 7.644 30.128 -0.038 0.023 -0.017
Si 9.799 7.599 30.082 0.01 0.004 0.009
Si 13.784 7.654 30.149 0.003 0.009 -0.008
Si 1.874 0.538 31.482 -0.001 0.024 -0.008
Si 5.854 0.423 31.453 -0.124 -0.088 -0.007
Si 9.663 0.727 31.266 0.032 -0.004 0.007
Si 13.467 0.495 31.316 0 0.005 -0.018
Si 0.127 7.113 31.523 -0.006 0.011 -0.016
Si 4.013 7.022 31.492 -0.014 -0.001 -0.024
Si 7.813 7.006 31.285 0.02 -0.011 0
Si 11.745 7.029 31.293 0.005 -0.014 -0.005
Si -0.066 4.75 31.681 -0.018 -0.002 0.023
Si 3.864 4.639 31.844 -0.015 0.027 0.027
Si 7.638 4.691 31.746 -0.019 0.034 0.018
Si 11.595 4.711 31.702 0.016 0.032 0.02
Si 1.973 11.083 31.927 0.02 -0.011 0.006
Si 5.871 10.966 31.826 0.03 0.056 -0.033
Si 9.705 11.152 31.591 -0.016 0.002 -0.01
Si 13.422 11.037 31.834 -0.002 -0.006 0.021
Si 1.862 4.098 32.96 0.022 -0.007 -0.001
Si 5.784 4.097 33.077 0.008 -0.018 0.004
Si 9.63 4.101 32.937 0.022 -0.021 0.006
Si 13.514 4.129 32.989 0.003 0.007 -0.011
Si -0.031 10.49 33.027 -0.013 0.028 -0.006
Si 3.921 10.435 33.067 -0.004 0.011 0.014
Si 7.847 10.48 32.976 -0.026 -0.01 0.015
Si 11.51 10.494 33.02 0.01 0 -0.01
Si 1.896 1.79 33.458 -0.012 -0.003 -0.02
Si 5.801 1.745 33.433 0.002 0.006 -0.029
Si 9.663 1.768 33.396 0.007 -0.001 -0.004
Si 13.525 1.769 33.35 0.007 -0.001 0.014
Si 0.019 8.205 33.553 0.004 -0.021 0.01
Si 3.943 8.132 33.54 -0.012 0.007 -0.003
Si 7.805 8.15 33.379 0.011 0.007 0.011
Si 11.618 8.163 33.387 0.018 -0.009 0.004
Si 0 2.332 3.917 -0.09 -0.054 0.274
Si 3.867 2.332 3.917 -0.063 0.033 0.271
Si 7.734 2.332 3.917 -0.072 0.018 -0.069
Si 11.602 2.332 3.917 0.01 0.052 -0.311
Si 1.934 8.745 3.917 0.072 -0.112 0.154
Si 5.801 8.745 3.917 0.097 -0.046 0.168
Si 9.668 8.745 3.917 -0.078 0.036 0.189
Si 13.535 8.745 3.917 -0.159 0.03 -0.166
Si 1.949 6.398 4.348 0.006 -0.006 -0.007
Si 5.768 6.411 4.34 -0.002 -0.003 -0.004
Si 9.663 6.408 4.318 0.003 0.001 -0.003
Si 13.523 6.411 4.333 0.002 -0.003 -0.009
Si 0.003 12.83 4.329 -0.007 -0.011 -0.011
Si 3.866 12.82 4.327 -0.001 -0.009 -0.013
Si 7.735 12.833 4.328 0.003 -0.006 -0.012
Si 11.606 12.832 4.306 -0.003 0.005 -0.006
Si -0.006 5.763 5.522 -0.011 0.007 -0.001
Si 3.862 5.832 5.657 0.004 -0.002 0.001
Si 7.716 5.822 5.526 0.004 0.002 -0.008
Si 11.585 5.844 5.576 -0.001 -0.008 -0.017
Si 1.935 12.209 5.553 0.006 0.006 0.012
Si 5.8 12.22 5.547 0.006 0.007 -0.008
Si 9.687 12.243 5.531 -0.002 0.001 -0.006
Si 13.524 12.297 5.565 -0.001 0.009 0.003
Si -0.074 3.463 6.04 0.014 -0.016 0.01
Si 3.843 3.479 6.038 -0.017 -0.008 0.007
Si 7.69 3.493 5.973 -0.01 -0.009 -0.013
Si 11.594 3.49 5.947 0.023 -0.007 -0.016
Si 1.947 9.869 6.017 0.004 0 -0.022
Si 5.85 9.913 6 -0.008 -0.005 -0.014
Si 9.625 9.927 6.001 -0.006 -0.002 -0.02
Si 13.48 9.98 5.918 0.003 -0.002 -0.01
Si 1.876 2.915 7.271 0.007 -0.038 -0.058
Si 5.8 2.836 7.257 0.002 0.002 -0.005
Si 9.655 2.916 7.128 -0.003 0 0.012
Si 13.428 2.887 7.33 -0.002 -0.01 -0.009
Si -0.105 9.241 7.065 -0.008 -0.004 0.015
Si 3.947 9.327 7.255 0.012 -0.006 0.012
Si 7.741 9.325 7.339 -0.002 -0.029 -0.043
Si 11.582 9.428 7.205 0.007 -0.003 -0.016
Si -0.081 6.954 7.523 0.015 0.007 0.017
Si 3.902 7.005 7.757 -0.006 0.004 0.001
Si 7.703 6.967 7.574 -0.009 0.005 -0.002
Si 11.555 7.134 7.573 -0.016 -0.012 0.004
Si 1.936 13.387 7.604 -0.007 0.014 0.022
Si 5.817 13.331 7.621 -0.028 0 0.01
Si 9.758 13.415 7.566 0.004 0 -0.011
Si 13.536 13.347 7.707 0.003 0.002 0.009
Si 1.815 6.971 8.927 0.007 -0.033 -0.024
Si 5.904 6.224 8.91 -0.014 -0.031 -0.003
Si 9.648 6.493 8.795 0.019 -0.017 0.012
Si 13.431 6.443 8.777 0.003 0 -0.003
Si 0.052 12.542 8.76 0.036 -0.004 -0.036
Si 3.846 12.781 8.841 0.007 -0.032 -0.025
Si 7.836 12.722 8.687 0.002 -0.005 0.019
Si 11.595 12.805 8.962 -0.003 -0.001 -0.014
Si 1.685 4.88 9.873 0.029 -0.024 0.024
Si 6.194 3.921 9.316 0.046 0.015 0.007
Si 10.078 4.204 9.051 -0.008 0.019 0.012
Si 12.57 4.236 9.135 0.004 -0.023 0.027
Si -0.07 10.233 9.163 -0.024 0.034 0.005
Si 4.027 10.498 9.335 -0.005 0.017 0.015
Si 7.895 10.505 9.457 0.042 0.045 0.03
Si 11.56 10.465 9.345 0.017 0.011 0.028
Si -0.054 3.665 11.978 -0.059 0.028 -0.007
Si 4.014 3.873 11.654 0.003 0.02 -0.018
Si 8.29 3.34 10.419 -0.02 -0.028 -0.047
Si 12.407 3.694 11.384 -0.027 -0.013 0.047
Si 1.543 8.945 10.337 0.015 0.024 0.009
Si 5.914 10.139 10.69 -0.02 -0.019 -0.004
Si 9.79 9.72 10.744 -0.028 -0.05 -0.023
Si 13.524 10.027 10.552 -0.02 -0.063 -0.047
Si 0.494 0.661 11.776 0.004 0.003 0.006
Si 3.4 0.942 11.835 0.021 0.011 -0.008
Si 8.253 0.988 10.67 0.04 0.042 0.004
Si 11.265 0.766 11.187 0.022 0.052 0.052
Si 0.082 7.883 12.883 -0.006 0.004 -0.013
Si 6.68 7.154 10.949 -0.023 0.089 -0.015
Si 9.078 7.444 10.905 -0.007 0.052 -0.036
Si 13.401 7.694 10.781 0.008 0.049 0.015
O 9.44 1.316 27.47 -0.007 0.004 0.052
O 0.919 -0.621 26.276 0.011 0.001 -0.003
O 13.029 4.61 26.075 -0.005 0.013 -0.002
O 3.665 6.924 27.715 0.011 0.017 -0.02
O -0.988 7.126 11.902 0.018 -0.002 0.016
O 1.851 3.684 8.751 -0.001 0.044 0.068
O 9.659 13.266 11.396 -0.031 -0.008 -0.004
O 2.001 12.972 12.148 -0.011 0.019 -0.026
O 4.558 13.164 12.791 -0.013 0.02 -0.02
O 13.687 10.79 12.036 0.012 0.036 0.027
O 0.693 6.728 13.861 0.001 -0.006 0
O 6.382 6.466 12.395 -0.03 -0.009 0.04
O 5.797 8.531 10.966 0.032 -0.08 -0.011
O 0.521 9.04 16.198 0.006 -0.003 -0.001
O 14.864 13.037 12.875 0.006 -0.004 -0.002
O 6.996 13.366 11.629 -0.031 0.001 0.023
O 10.246 10.189 12.308 0.006 0.017 0.053
O 4.541 4.668 12.96 0.006 0.006 -0.008
O 7.95 3.873 11.97 -0.001 -0.007 0.024
O 0.614 4.154 13.375 0.011 0.007 0.015
O 9.662 6.723 12.322 0.029 -0.021 0.024
O 12.159 12.86 12.344 0.026 -0.011 -0.014
O 5.755 10.752 12.223 0.005 0.007 0.019
O 13.815 3.477 12.176 -0.001 0.001 -0.032
O 10.466 4.043 25.789 -0.012 0.01 -0.007
O 8.645 7.418 27.091 -0.017 -0.026 -0.051
O -0.517 9.934 25.847 0.006 -0.024 -0.014
O 6.756 1.354 26.754 -0.016 0.034 -0.01
O 7.715 9.782 26.759 0.006 -0.079 -0.113
O 5.262 3.246 25.09 0.008 0.001 -0.003
O 13.949 6.805 26.916 -0.007 0.01 -0.016
O 12.061 1.443 26.693 0.033 -0.002 0.009
O 0.808 6.912 27.833 0.019 -0.005 0.057
O 3.653 3.454 26.988 -0.008 -0.005 -0.034
O 11.203 9.714 26.305 0.002 -0.006 -0.034
O 3.023 13.534 25.433 0.003 0.009 -0.002
O 5.968 7.84 26.755 0.033 -0.003 -0.027
O 13.825 -0.485 26.378 0.006 0.008 0.014
O 7.484 3.767 26.46 -0.009 0.005 0.025
O 14.681 1.946 27.173 -0.002 -0.026 -0.015
Si 14.783 1.657 23.4 -0.006 -0.007 0.01
Si -1.342 12.857 18.77 0.005 0.003 0
Si 16.646 8.176 22.917 -0.002 -0.004 0.001
Si 9.329 15.216 15.622 0.007 -0.001 -0.003
Si 9.546 10.203 13.795 0.018 -0.002 -0.018
Si 5.293 3.596 20.329 -0.005 -0.011 0.014
Si 11.9 6.868 23.556 0.015 0.007 0.003
Si 0.741 3.988 22.012 0.007 0.007 -0.014
Si 10.222 12.417 15.956 0.001 -0.005 -0.006
Si 16.792 11.1 22.989 -0.001 -0.001 -0.001
Si 1.528 12.386 20.086 0.004 -0.008 -0.007
Si 7.491 8.242 26.313 -0.061 0.036 -0.027
Si 8.038 13.514 17.707 0 -0.002 0.006
Si 13.496 12.143 12.947 -0.029 -0.002 -0.012
Si 12.895 6.221 15.173 -0.008 0.011 -0.011
Si 6.132 13.516 13.004 0.005 -0.008 -0.009
Si 5.533 6.275 21.922 -0.007 -0.01 -0.022
Si 3.338 10.047 19.006 -0.001 0.009 0.009
Si 5.711 5.602 13.585 -0.001 0.01 -0.017
Si 9.948 4.53 24.319 0.004 -0.018 0.008
Si 2.996 1.813 21.284 0.002 0.006 -0.004
Si 12.791 13.101 21.368 0 -0.003 -0.002
Si 13.61 1.141 26.237 -0.024 0.007 -0.027
Si 6.526 10.806 13.661 0.014 -0.021 -0.002
Si -0.936 8.83 15.491 -0.013 0.003 -0.002
Si 6.303 11.293 18.463 -0.005 0.005 0.012
Si 11.254 6.389 12.525 -0.014 -0.016 -0.007
Si 8.488 10.554 20.595 -0.004 -0.001 0.008
Si 10.209 11.974 22.863 0.002 -0.001 0.004
Si 9.973 8.479 19.028 0.003 0.005 -0.001
Si 12.665 2.519 19.512 0 -0.004 -0.002
Si 2.405 1.429 24.099 0 0.009 -0.014
Si -0.94 9.818 24.247 -0.004 0 -0.001
Si 18.543 7.496 20.809 0.002 0.003 0
Si 11.389 9.653 24.677 0.008 0.009 0.016
Si 10.381 5.273 16.53 0.003 -0.002 0.001
Si 1.582 5.713 24.492 -0.002 -0.005 0.013
Si 6.413 9.205 16.194 0.006 0.003 0.011
Si 7.814 6.671 23.756 -0.006 -0.008 -0.017
Si -1.008 5.041 19.751 0.007 0.005 0.011
Si 12.07 6.755 20.466 0.009 -0.003 -0.003
Si 14.023 5.843 25.59 0.007 -0.01 0.007
Si 7.935 7.704 21.039 -0.008 0.007 -0.003
Si 4.329 7.091 16.035 -0.003 -0.003 0.013
Si 3.714 3.766 25.412 0.009 -0.003 0.009
Si 10.426 4.406 19.369 0.003 -0.005 0.001
Si 2.422 12.048 25.71 0.009 -0.016 0.017
Si 8.184 15.251 20.247 -0.005 0.004 -0.003
Si 3.544 5.284 18.478 0.001 -0.007 0.012
Si 9.306 8.052 15.944 0.011 0.009 -0.002
Si 0.152 5.288 14.434 -0.001 -0.007 -0.004
Si 0.908 5.409 17.447 0.001 0.001 0.016
Si 1.821 8.278 16.805 -0.001 0.003 0.014
Si 13.124 11.494 16.109 0.003 0.006 -0.005
Si 8.752 1.877 23.288 -0.002 -0.011 0.01
Si 7.471 3.359 13.447 0.014 -0.008 -0.007
O 9.563 6.449 15.744 -0.001 -0.001 0
O 11.988 5.536 16.339 -0.002 0.001 0
O 14.999 5.033 18.213 0.009 0.002 -0.003
O 18.195 9.277 17.708 -0.004 -0.009 -0.009
O 1.761 7.307 24.175 -0.001 -0.005 -0.006
O 11.684 -0.531 22.232 0.002 -0.002 -0.001
O 9.962 5.323 18.103 0.001 0.001 -0.007
O 10.421 13.999 15.561 0.001 0.001 0
O -3.36 1.652 20.785 0 0.002 -0.002
O 13.802 1.671 24.705 0.011 0.002 -0.006
O 2.687 15.808 24.425 0.002 -0.011 -0.001
O 15.597 5.429 25.283 -0.002 0.006 -0.014
O 6.276 2.235 13.482 0.007 0.002 -0.004
O 10.414 10.754 23.945 -0.001 -0.003 -0.007
O 9.661 9.993 19.582 0.001 -0.004 -0.004
O 1.859 2.979 21.392 -0.008 0.003 0.01
O 6.268 6.279 23.379 0.002 0.004 -0.005
O 10.046 3.783 16.008 -0.001 0.003 -0.003
O 7.805 9.292 21.374 0.005 -0.006 -0.01
O -1.859 3.704 20.059 0.004 0.004 -0.005
O 4.116 7.071 22.005 0.016 -0.005 -0.004
O 11.586 11.776 16.564 -0.002 0.001 -0.002
O 1.882 9.611 22.668 0.002 0.008 0.001
O 3.165 1.038 22.715 -0.002 0.003 0.002
O 4.464 2.351 20.924 0.008 0.02 -0.011
O 7.499 14.896 24.322 0.009 -0.005 -0.014
O 6.672 12.394 14.071 -0.005 0.006 -0.008
O 11.156 5.399 20.429 0.002 0.003 -0.003
O 6.548 12.812 17.846 0.002 0.004 -0.005
O 13.796 7.412 15.834 0 -0.001 -0.005
O 8.112 14.78 16.651 0.002 0.005 -0.005
O 14.043 12.128 17.31 -0.001 -0.004 -0.006
O 4.744 10.881 18.77 0.004 -0.003 -0.004
O 2.132 4.557 18.108 -0.005 0.004 -0.006
O 13.568 6.394 19.933 0.004 -0.011 0
O 2.365 11.472 24.188 -0.004 -0.005 -0.012
O 6.878 4.655 14.246 -0.006 0.004 -0.001
O 9.211 3.684 20.147 0.002 -0.002 -0.001
O 9.828 11.59 14.603 -0.003 0.002 0.005
O 7.707 8.294 15.834 -0.004 0 -0.005
O 9.577 13.31 23.585 0 0.001 -0.008
O 11.405 3.228 18.766 -0.002 0.002 0
O 9.912 8.491 17.401 -0.002 -0.006 -0.001
O 11.884 6.734 13.988 0.028 -0.001 0.029
O 8.572 5.414 24.455 0.001 0.009 0.007
O 5.346 4.721 21.5 0.004 0.011 -0.013
O 17.027 7.463 21.472 0.004 -0.003 -0.001
O 13.326 6.6 24.328 -0.016 0.001 -0.012
O 0.826 5.01 15.876 0.002 0.001 0
O 7.726 7.982 24.728 0.008 -0.003 -0.022
O 7.965 10.088 13.45 -0.011 0.015 0.002
O 13.275 12.225 20.046 0 -0.003 -0.002
O 12.919 9.935 24.167 0 -0.007 -0.003
O 13.99 5.186 14.555 0.007 0.002 0.001
O 15 3.148 22.746 0.01 -0.001 -0.01
O 3.251 6.403 19.623 0.003 -0.006 -0.009
O 9.723 3.184 23.435 0.003 0.008 -0.002
O -1.931 14.374 18.529 0.001 0 -0.003
O 2.567 13.632 20.088 0 -0.003 0.004
O -0.668 8.956 13.873 0.002 -0.003 0.004
O 0.802 1.147 23.88 0.005 0.004 -0.005
O 5.064 6.577 14.693 0.002 -0.001 -0.005
O 9.078 12.369 17.132 0 0.001 0.001
O 7.26 11.268 19.791 0.005 -0.005 0
O 8.751 2.646 14.131 -0.014 0.003 0
O 4.184 5.899 17.12 0.003 0.008 -0.009
O 8.2 14.644 21.755 0.001 0.002 -0.007
O 11.437 7.944 19.532 0.001 -0.002 -0.001
O 6.475 7.023 20.8 0 -0.01 0.023
O 6.867 10.219 17.376 0.003 -0.009 -0.01
O 15.242 11.099 23.522 0.002 -0.007 0
O 13.483 9.916 16.062 0.004 -0.004 -0.003
O 11.063 8.103 24.241 0.003 -0.008 -0.01
O 3.507 8.96 20.213 -0.001 -0.002 -0.003
O 10.007 8.948 14.754 -0.005 -0.006 0.007
O 6.736 15.868 19.882 0.004 0 0.008
O 2.855 7.708 15.663 0.007 -0.003 -0.011
O 8.533 14.069 19.169 -0.001 0 -0.005
O 8.827 7.497 19.692 0.002 -0.004 -0.001
O 5.244 8.235 16.746 -0.003 -0.006 -0.009
O 0.2 4.966 20.831 -0.002 -0.012 -0.004
O 5.815 10.006 14.891 -0.004 -0.002 -0.003
O 0.209 12.85 19.259 0.002 -0.004 0.002
O 12.183 7.266 22.006 -0.001 -0.004 -0.001
O 4.591 4.174 18.993 0.002 0.002 0.005
O 11.066 5.476 23.615 -0.004 -0.001 -0.004
O 15.092 8.514 23.398 -0.001 0 -0.001
O 13.307 11.992 14.562 0.003 0.004 0.021
O 9.168 11.55 21.678 -0.004 -0.008 -0.004
O 1.457 4.98 23.059 0 -0.004 -0.001
O 16.736 11.999 21.649 0.006 -0.004 -0.007
O 8.612 7.016 22.364 -0.002 0.002 -0.006
O 2.183 11.121 19.345 0.001 0.001 0.003
O 1.221 7.008 17.649 0.002 -0.003 -0.012
O 14.09 0.688 22.279 -0.001 -0.001 -0.002
O 3 5.266 25.234 -0.001 -0.003 -0.017
O 1.185 8.615 11.927 0.001 -0.014 0.021
O 10.957 -0.814 27.488 0.011 -0.006 0.009
O 2.193 4.961 28.75 -0.066 0.11 -0.017
O 11.013 6.183 27.224 -0.036 0.015 0.005
O 5.961 5.433 27.705 0.019 -0.023 -0.012
O 3.297 11.218 26.791 -0.014 0.006 -0.019
O 2.927 4.837 10.931 -0.007 -0.015 -0.024
O 11.567 3.868 28.238 -0.01 0.012 -0.029
O 3.288 2.525 12.177 -0.004 -0.033 -0.01
O 11.914 7.369 11.402 0 -0.001 -0.013
O 0.613 2.256 11.622 0.022 -0.046 -0.003
O 11.472 2.36 11.473 0.02 0.007 -0.035
O -2.712 -2.607 28.4 0.087 0.014 0
O 5.187 3.494 10.581 -0.041 0.001 0.034
O 7.839 12.008 27.798 0.009 0.122 -0.073
O 3.801 0.808 10.263 -0.014 0.014 0.047
O 15.748 4.653 10.712 0.001 -0.007 0.001
O -0.049 12.986 10.344 -0.023 0.032 0.018
O 3.794 12.813 28.897 -0.059 0 -0.095
O 11.532 4.824 12.188 0.026 -0.005 -0.024
O 4.931 10.37 28.546 -0.091 0.013 -0.012
O 8.727 5.148 28.29 -0.003 -0.011 0.015
O 2.909 9.849 10.393 -0.009 -0.004 0.011
O 1.663 2.439 28.272 0.022 0.001 -0.011

Results
free energy: -258827.856 eV
free energy less fixed offsets of O -568.88, Si -635.61 eV per atom: -6.016 eV

The program warned: the cutoff lies below the one the program advises for these potential files; the forces do not sum to zero within the program's tolerance; the exchange-correlation potential is rough where the density is thin.
